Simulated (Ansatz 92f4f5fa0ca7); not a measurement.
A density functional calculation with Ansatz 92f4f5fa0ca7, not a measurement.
Periodic cell of 348 atoms, Si240O108, from a study of silicon, its oxide and their interface. The atomic structure is a simulated model.
Doubt: the cutoff is far below the 930 eV that the study's wrapper takes by default for these files, so forces and energies are approximate.
This geometry differs little from another in the collection (a relaxation step or a small displacement).

Settings: functional PBE; potential files Ansatz PAW; basis plane waves; wave-function cutoff 580 eV; density cutoff ratio 5; exchange-correlation grid ratio 1; k mesh 1 x 1 x 1, Gamma-centred; self-consistency stop 5e-08 eV per atom in the density residual; occupations fixed; spin none; net charge 0.

Cell vectors (angstrom)
a	11.6015	0	0
b	0	13.3963	0
c	0	0	40.3813

Atoms and the computed forces on them: element, x, y, z (angstrom), force x, y, z (eV/angstrom)
Si	0	2.2327	1.1851	0.019	0.0294	-0.0168
Si	3.8672	2.2327	1.1851	-0.0126	0.0274	0.0719
Si	7.7343	2.2327	1.1851	0.017	0.0028	0.0538
Si	1.9336	5.5818	1.1851	0.0054	0.0181	-0.0013
Si	5.8008	5.5818	1.1851	0.0017	0.0261	0.0081
Si	9.6679	5.5818	1.1851	0.0317	-0.0003	0.0401
Si	0	8.9308	1.1851	-0.026	-0.059	0.0585
Si	3.8672	8.9308	1.1851	-0.0313	-0.0058	0.0004
Si	7.7343	8.9308	1.1851	0.0285	0.0284	-0.0352
Si	1.9336	12.2799	1.1851	0.0185	-0.0603	-0.0331
Si	5.8008	12.2799	1.1851	0.0113	-0.0478	-0.0867
Si	9.6679	12.2799	1.1851	0.009	-0.0173	0.0081
Si	1.9336	1.1164	1.9745	-0.0577	-0.0099	-0.0198
Si	5.8008	1.1164	1.9745	-0.0095	-0.1009	-0.0404
Si	9.6679	1.1164	1.9745	-0.0036	-0.0136	-0.0107
Si	0	4.4654	1.9745	0.0011	-0.1558	-0.0188
Si	3.8672	4.4654	1.9745	-0.0745	0.0324	-0.0046
Si	7.7343	4.4654	1.9745	-0.0351	0.038	-0.0173
Si	1.9336	7.8145	1.9745	0.1075	-0.0314	-0.0029
Si	5.8008	7.8145	1.9745	-0.0098	-0.0149	-0.0133
Si	9.6679	7.8145	1.9745	-0.0632	0.0573	0.0084
Si	0	11.1635	1.9745	0.0081	0.1486	-0.015
Si	3.8672	11.1635	1.9745	0.0141	0.1572	-0.0033
Si	7.7343	11.1635	1.9745	-0.0965	0.0114	0.0151
Si	1.9336	1.1164	4.3426	-0.1492	0.0425	0.3628
Si	5.8008	1.1164	4.3426	-0.0456	-0.2123	0.269
Si	9.6679	1.1164	4.3426	-0.0481	0.0408	0.0858
Si	0	4.4654	4.3426	0.0017	-0.3666	0.0485
Si	3.8672	4.4654	4.3426	-0.1728	0.0861	0.2635
Si	7.7343	4.4654	4.3426	-0.0896	0.0917	0.2075
Si	1.9336	7.8145	4.3426	0.2959	-0.0869	-0.2586
Si	5.8008	7.8145	4.3426	-0.0688	0.0109	0.0728
Si	9.6679	7.8145	4.3426	-0.1312	0.1451	-0.24
Si	0	11.1635	4.3426	0.0271	0.3205	0.1291
Si	3.8672	11.1635	4.3426	0.0275	0.285	-0.4985
Si	7.7343	11.1635	4.3426	-0.2289	0.0621	-0.3448
Si	0	0	36.0407	0.1089	-0.0636	-0.1124
Si	3.8672	0	36.0407	-0.1017	-0.0447	0.5228
Si	7.7343	0	36.0407	0.2727	-0.184	0.0767
Si	1.9336	3.3491	36.0407	-0.0042	0.114	-0.4301
Si	5.8008	3.3491	36.0407	-0.1815	0.2294	0.163
Si	9.6679	3.3491	36.0407	0.3305	-0.1488	-0.2039
Si	0	6.6981	36.0407	0.0921	-0.263	-0.3894
Si	3.8672	6.6981	36.0407	0.0203	-0.1247	-0.1683
Si	7.7343	6.6981	36.0407	0.0917	0.1976	0.4821
Si	1.9336	10.0472	36.0407	-0.3111	-0.1184	-0.1017
Si	5.8008	10.0472	36.0407	0.156	-0.2599	0.2051
Si	9.6679	10.0472	36.0407	-0.1061	0.1384	-0.0777
Si	0	0	38.4088	0.068	-0.0349	-0.0007
Si	3.8672	0	38.4088	-0.0316	-0.0411	-0.0102
Si	7.7343	0	38.4088	0.114	-0.0732	-0.0057
Si	1.9336	3.3491	38.4088	-0.0228	0.059	0.0328
Si	5.8008	3.3491	38.4088	-0.0753	0.1034	0.0182
Si	9.6679	3.3491	38.4088	0.1389	-0.0483	0.0219
Si	0	6.6981	38.4088	0.0343	-0.1148	0.0313
Si	3.8672	6.6981	38.4088	0.0062	-0.0225	0.0149
Si	7.7343	6.6981	38.4088	0.0338	0.0874	0.0025
Si	1.9336	10.0472	38.4088	-0.1329	-0.0391	0.0163
Si	5.8008	10.0472	38.4088	0.0687	-0.0821	-0.0182
Si	9.6679	10.0472	38.4088	-0.0343	0.0446	0.0184
Si	0	2.2327	39.1982	-0.0192	-0.0275	-0.0086
Si	3.8672	2.2327	39.1982	0.0227	-0.0356	-0.0278
Si	7.7343	2.2327	39.1982	-0.0211	-0.0113	-0.0667
Si	1.9336	5.5818	39.1982	-0.0128	-0.0092	-0.0057
Si	5.8008	5.5818	39.1982	0.0116	-0.0157	0.0196
Si	9.6679	5.5818	39.1982	-0.0277	0.0135	-0.0205
Si	0	8.9308	39.1982	0.0194	0.0604	-0.0413
Si	3.8672	8.9308	39.1982	0.0372	0.014	-0.0298
Si	7.7343	8.9308	39.1982	-0.0279	-0.0295	0.0688
Si	1.9336	12.2799	39.1982	-0.0073	0.0561	0.0325
Si	5.8008	12.2799	39.1982	-0.0237	0.0393	0.0054
Si	9.6679	12.2799	39.1982	-0.0146	0.011	0.0241
Si	4.1869	-4.2299	25.9614	0.0473	0.0062	-0.0322
Si	0.8736	-5.7894	22.2112	0.0211	-0.0214	-0.0056
Si	9.4393	0.7151	28.697	0.0148	0.0134	-0.0383
Si	5.1178	1.803	29.932	-0.0376	0.0212	-0.0892
Si	3.9054	6.8739	28.5763	0.0265	0.0118	-0.036
Si	4.0211	8.8528	32.1974	0.0487	-0.017	-0.0785
Si	-1.6869	8.6398	23.2556	0.0066	-0.0016	0.0058
Si	7.3614	2.5869	30.1887	0.0096	0.0099	0.1162
Si	6.0053	9.5434	28.5001	-0.0118	-0.027	-0.0063
Si	7.6049	6.7569	23.3736	-0.0097	0.0015	-0.0023
Si	10.082	5.9994	27.768	-0.0028	-0.0031	0.0572
Si	9.6494	10.003	28.9068	-0.0045	-0.0108	0.0113
Si	-2.7286	6.2027	29.8411	0.0059	-0.0318	-0.0098
Si	5.0699	-2.9585	15.9873	-0.0064	0.025	-0.0141
Si	5.7279	7.2995	16.3677	0.0017	0.0071	-0.0065
Si	6.8982	4.9193	29.8538	0.0098	0.0116	-0.0157
Si	0.4622	7.295	28.3012	0.0549	0.0131	-0.0659
Si	7.4136	5.6744	26.0847	0.0177	0.0126	-0.0289
Si	-1.6197	10.2976	25.7878	0.0069	-0.0033	-0.0207
Si	8.7353	12.0905	29.6035	0.0104	0.0024	0.0031
Si	7.7478	3.8528	23.6444	-0.0023	-0.0306	-0.002
Si	2.1804	10.0755	29.0848	-0.0168	-0.0663	-0.0939
Si	2.1291	16.3721	27.8904	0.0367	-0.0412	-0.0199
Si	8.1582	12.5526	24.4472	-0.0164	0.0066	0.0071
Si	0.1998	1.9749	31.93	-0.0016	0.0177	0.0285
Si	4.0808	2.211	32.0661	-0.0051	-0.0026	0.0275
Si	7.8571	2.2268	32.4119	0.0158	0.0091	-0.0151
Si	1.9698	5.5601	31.8889	0.0187	-0.0006	-0.0007
Si	5.9424	5.4593	32.0193	0.0033	-0.0023	0.014
Si	9.6777	5.6141	32.0516	-0.0047	0	0.0009
Si	0.0423	8.8927	32.078	-0.0084	-0.0003	-0.0155
Si	2.0178	5.8201	29.468	-0.0539	0.0202	0.0438
Si	7.7764	8.8804	32.0536	-0.0074	-0.0032	0.0008
Si	1.9701	12.1445	32.1915	0.025	0.0195	0.0071
Si	5.6445	12.3227	32.1825	0.0046	-0.007	0.009
Si	9.4759	12.2063	31.9557	0.0021	0.0082	0.0025
Si	2.1282	1.0298	32.8934	-0.0125	-0.0102	0.0025
Si	5.8934	1.1046	33.0833	0.0047	0.0084	-0.0093
Si	9.8037	1.0007	32.8284	-0.0148	0.0139	0.0004
Si	0.0563	4.3531	32.6437	-0.0032	-0.0016	-0.008
Si	3.9182	4.4567	32.7607	-0.0087	0.0016	-0.0023
Si	7.828	4.477	33.041	-0.0039	-0.017	-0.0098
Si	1.9958	7.7628	32.8323	-0.022	-0.0168	-0.01
Si	5.9253	7.6812	32.882	-0.0204	0.018	0.0006
Si	9.7198	7.8102	32.9215	0.0118	0.0016	-0.0035
Si	-0.1019	11.1427	32.7877	0.0083	-0.0062	0.0078
Si	3.8613	11.06	33.0419	-0.0134	0.0164	-0.0084
Si	7.6081	11.1154	32.8483	-0.0049	0.0081	-0.004
Si	1.9609	1.117	35.2533	0.0006	0.0027	-0.0008
Si	5.8018	1.1113	35.3725	-0.0027	-0.0058	0.0016
Si	9.6857	1.0986	35.2193	0.0066	-0.0026	0
Si	-0.0023	4.4437	35.1331	0.0087	0.0012	-0.0015
Si	3.8686	4.4714	35.1879	0.007	-0.0063	-0.0006
Si	7.7449	4.4797	35.3478	-0.0028	0.0055	-0.0051
Si	1.9392	7.8062	35.2225	-0.0003	-0.0037	0.0057
Si	5.8151	7.7916	35.2509	0.0073	-0.0022	-0.0116
Si	9.6729	7.8205	35.2735	-0.0046	-0.0072	-0.0065
Si	-0.0206	11.1726	35.1994	0.0043	0.0047	0.0019
Si	3.8687	11.1493	35.3472	0.0044	0.0035	0.0002
Si	7.7112	11.1577	35.2323	0.0103	-0.0024	0.0013
Si	-0.0217	0.0291	5.1975	-0.0017	-0.001	0.0028
Si	3.8494	-0.0037	5.1776	0	0.0017	-0.0048
Si	7.7481	-0.0227	5.1447	-0.0089	0.0005	-0.0061
Si	1.9362	3.3414	5.2007	-0.0119	0.0009	-0.0029
Si	5.7849	3.3408	5.1155	0.0001	-0.0027	0.0033
Si	9.6445	3.3475	5.16	0.0131	-0.0058	-0.0076
Si	0.0015	6.6935	5.0209	0.0016	0.0053	-0.0034
Si	3.8727	6.7058	5.1836	-0.0096	0.0021	0.0049
Si	7.7432	6.7207	5.146	-0.0016	0.0101	-0.0024
Si	1.9565	10.0487	5.0524	-0.0145	0.0005	-0.0009
Si	5.7736	10.0584	5.0952	0.0175	-0.0078	0.0018
Si	9.6551	10.0701	5.0803	-0.0027	-0.0016	-0.0067
Si	-0.1248	0.1236	7.6311	0.0063	-0.0122	-0.0002
Si	3.7535	0.0158	7.5843	0.0199	-0.0017	0.0128
Si	7.6992	-0.0808	7.5284	0.0104	0.0103	0.0032
Si	1.8628	3.3614	7.6317	0.0221	-0.0053	0.0065
Si	5.7086	3.2901	7.4751	0.01	0.0227	0.0021
Si	9.5301	3.383	7.5433	-0.0207	0.0038	0.0145
Si	0.0046	6.6505	7.3206	0.002	-0.0007	0.0069
Si	3.9033	6.7371	7.5938	0.0211	0.0041	-0.0144
Si	7.7341	6.8343	7.5218	-0.0217	-0.0198	0.0016
Si	1.9165	10.0839	7.3673	-0.0153	0.0004	0.0197
Si	5.6671	10.1223	7.4391	-0.0102	-0.0032	0.0151
Si	9.6124	10.1481	7.4105	0.0057	0.0059	-0.0031
Si	-0.1427	2.4203	8.4963	0.0129	-0.0329	-0.034
Si	3.7994	2.2028	8.4584	-0.0064	0.0078	-0.0051
Si	7.5878	2.1327	8.302	-0.0024	0.002	-0.0174
Si	1.9208	5.6304	8.2603	-0.0193	0.011	-0.0073
Si	5.8882	5.5482	8.2126	0.0069	0.0018	0.0512
Si	9.6659	5.6717	8.2204	0.0232	0.0191	0.0381
Si	-0.0463	8.9253	7.867	-0.0036	-0.0043	0.0368
Si	3.7974	9.0002	8.3897	-0.0036	0.0006	-0.0093
Si	7.628	9.1426	8.2035	0.0358	-0.0027	0.012
Si	1.7669	12.2695	8.288	-0.0089	0.0028	-0.0148
Si	5.7004	12.3099	8.3263	-0.0086	0.0037	0.0246
Si	9.6518	12.2577	8.5251	-0.0121	0.0072	-0.0014
Si	1.7201	4.3923	12.1096	0.0114	0.0025	-0.0296
Si	7.3904	-3.3298	10.3936	-0.0096	-0.0202	0.0157
Si	4.4752	1.7631	10.7794	0.0063	0.0003	0.003
Si	3.456	3.0359	17.3952	-0.0008	-0.0149	0.0032
Si	4.306	-0.3251	12.0503	-0.0016	0.0243	-0.0073
Si	14.2822	10.8	14.0432	0.0088	0.0237	-0.0321
Si	-1.3002	11.8779	11.0138	0.0071	-0.0401	-0.0026
Si	6.1461	5.4374	10.5298	-0.0265	-0.0151	-0.0861
Si	12.3556	6.387	19.2787	-0.0001	-0.0155	-0.0078
Si	1.2087	6.0169	10.4596	-0.0279	-0.0008	0.003
Si	1.0054	11.5868	10.4358	-0.0147	-0.0132	0.0094
Si	4.0026	17.1988	11.9827	-0.001	0.0249	-0.0047
Si	5.0143	3.4348	14.8065	0.0049	-0.0029	0.0054
Si	7.971	2.998	11.7131	0.0399	0.0439	0.005
Si	9.7249	7.3748	12.1137	0.0569	0.0296	0.0664
Si	3.7384	9.132	10.8328	-0.0172	0.0111	0.0239
Si	-1.1568	5.7595	10.4448	0.0478	-0.0725	-0.0805
Si	11.7795	7.8117	13.1208	-0.0277	-0.0084	-0.0005
Si	2.9082	11.1708	11.741	0.014	-0.014	0.021
Si	3.4846	12.3923	19.5326	0.0181	0.0174	-0.0279
Si	7.738	1.0748	17.1035	-0.0006	-0.0147	0.0217
Si	0.055	9.4251	10.0805	0.0363	-0.008	0.0016
Si	3.8376	14.0172	14.4312	-0.0146	-0.003	0.009
Si	10.2446	12.4277	13.8534	-0.0063	-0.0032	0.0432
O	-14.8122	20.1414	19.4883	-0.0042	0.003	-0.0008
O	11.1099	24.4293	13.7693	-0.0073	0.0126	-0.0134
O	28.7329	-4.3822	26.9529	0.01	-0.0141	-0.0097
O	-0.8466	9.5286	15.8873	0.001	0.0107	-0.0166
O	18.1254	3.7511	15.3556	-0.0086	-0.0063	-0.0135
O	-5.9568	8.9205	16.2429	-0.0013	-0.0162	-0.0013
O	4.8991	15.2677	14.322	-0.0034	0.0046	0.0165
O	-12.1334	0.8683	28.8659	-0.0128	0.0015	0.0134
O	-4.8155	10.2685	21.3219	0.0088	0.0015	-0.0032
O	-0.3269	-7.8688	15.322	0.004	-0.0021	-0.0032
O	11.2997	13.5517	14.4435	0.0176	-0.0072	-0.0029
O	22.7823	25.2384	18.6623	-0.0002	0.0076	0.0107
O	-13.4429	13.7584	19.7719	0.009	-0.0214	0.0017
O	-9.6398	-9.0239	28.6785	0.0052	0.0039	-0.0042
O	15.8604	-6.7561	16.6194	-0.0028	0.0043	-0.0071
O	2.05	25.7483	25.8352	-0.0089	0.0039	-0.0034
O	4.3136	8.3663	24.5415	-0.0104	0.0261	0.0375
O	-4.9774	6.8547	17.6332	-0.0011	0.0009	0.0041
O	13.8605	-12.1443	14.6613	0.0124	-0.0217	-0.0092
O	-2.0941	5.8461	17.2627	-0.0025	0.0202	0.0082
O	-7.9	24.2165	19.0957	-0.0025	0.0202	-0.0013
O	9.1645	11.3675	20.56	0.0005	0.0011	-0.0006
O	4.2095	13.4042	15.96	0.0062	0.0111	-0.0066
O	-10.3897	20.3684	20.7375	-0.0045	0.0081	0.0181
Si	16.1758	14.2985	17.3245	0.0144	0.0005	0.0233
Si	2.4643	8.3939	27.3513	-0.0821	0.0147	0.0673
Si	-2.4585	9.4605	16.2733	-0.0014	0.0036	0.0022
Si	1.1828	0.0789	15.136	-0.0047	0.0193	0.0049
Si	6.0711	-4.6046	21.398	-0.01	-0.0126	0.0175
Si	3.5799	-1.1715	25.323	0.0201	0.0087	0.0113
Si	21.3671	1.8944	19.2842	0.0084	0.0099	-0.0168
Si	-6.5387	2.79	27.7676	-0.0619	-0.0382	0.0115
Si	9.4978	-19.7003	18.31	0.0106	-0.0015	-0.0075
Si	3.7123	8.016	23.068	0.0118	-0.0025	0.0135
Si	22.5226	3.4062	10.7105	-0.0346	0.0729	0.0571
Si	0.934	6.1734	14.5303	-0.0331	0.0062	0.0282
Si	11.8943	3.6746	17.9868	0.0024	0.0148	-0.0058
Si	5.7259	5.2021	27.8226	0.0036	0.0168	0.0032
Si	6.4771	11.9537	28.5526	-0.0123	0.014	-0.0133
Si	8.202	10.9311	21.8264	0.005	0.005	0.0015
Si	11.6199	-3.752	14.4906	-0.0083	-0.0141	-0.0122
Si	6.8299	14.7906	10.476	-0.0135	-0.0079	0.0269
Si	-3.6214	8.5192	29.6983	-0.001	0.0174	-0.0028
Si	18.3579	6.7717	19.2442	0.0092	-0.0098	0.0028
Si	7.9802	3.1005	14.9566	0.0126	0.0026	0.0163
Si	10.3696	-8.6578	16.4117	0.0135	-0.0012	-0.0076
Si	12.0054	0.0736	22.4063	-0.0061	-0.0011	0.0009
Si	17.629	13.4504	26.6228	-0.0079	0.0168	-0.0365
Si	-1.5992	1.0457	25.7684	-0.0055	-0.0038	-0.0189
Si	12.4878	4.7904	23.2225	0.0216	-0.003	-0.0109
Si	14.7988	18.3332	22.5115	-0.0181	0.0014	0.0105
Si	-0.1628	17.0443	26.0425	0.007	0.0017	-0.0134
Si	1.6017	8.1319	11.2803	0.0287	0.0208	-0.0122
Si	0.1105	9.1514	29.7319	0.0215	0.003	0.0355
Si	8.0735	11.6237	16.0851	0.0118	0.0154	-0.0081
Si	-8.1249	13.4372	22.4131	0.0224	-0.0032	0.011
Si	15.7271	22.3094	29.8574	0.0075	-0.0033	0.1106
Si	12.4436	14.3084	29.7759	0.0333	0.0028	-0.0265
Si	-2.0525	-3.78	11.1956	-0.0255	0.0355	-0.0691
Si	-1.2696	2.8228	22.1098	-0.0048	0.0117	0.0084
Si	-6.8226	4.3552	20.0349	-0.0064	-0.0072	-0.0076
Si	-5.6054	21.916	11.5179	-0.0421	0.0143	-0.0141
Si	14.0038	25.7244	29.8928	-0.0153	0.0148	0.01
Si	2.7647	7.2026	16.9711	-0.0047	-0.0015	0.0225
Si	-6.4195	16.1199	22.4911	-0.0018	0.0083	0.0043
Si	12.1219	12.4225	25.3378	0.0135	-0.0033	0.0087
Si	12.6173	12.2912	17.9772	-0.0159	0.0013	-0.0206
Si	14.8827	10.3269	17.5715	0.004	-0.0163	0.0019
Si	-12.7918	-1.0817	20.0531	-0.0041	0.0138	-0.0123
Si	4.818	-0.5467	29.9908	0.012	0.0091	0.0136
Si	-15.7535	-5.6309	14.0745	0.0183	0.0104	0.0324
Si	6.3017	12.4026	10.6583	-0.0023	0.0134	0.0012
O	7.8915	12.17	22.8699	0.005	-0.0022	-0.0076
O	11.0134	1.3687	22.456	0.0008	0.0044	-0.0021
O	6.5744	-10.6397	23.3348	0.0296	0.0246	0.0006
O	-7.1313	13.3339	18.6432	-0.0207	-0.0121	-0.0038
O	23.7515	-9.0301	24.7678	0.0022	-0.0004	0.0002
O	1.8086	11.0321	17.3099	-0.003	0.0142	0.0031
O	18.1163	20.1914	15.0169	-0.0028	0.0033	0.0014
O	1.9458	0.6178	22.2577	-0.004	-0.0011	-0.0026
O	18.9368	-8.9479	11.1518	0.0169	-0.0287	0.0156
O	16.2853	-22.5443	13.437	-0.0003	-0.0114	0.0093
O	16.1621	-12.1629	22.5311	-0.0071	-0.0039	-0.0044
O	-0.8146	4.6525	27.1402	0.0025	-0.0032	0.0006
O	0.5707	-10.1849	11.8119	-0.0204	-0.025	-0.0318
O	-0.1454	13.7483	25.9698	0.0019	-0.0057	0.0017
O	-22.7233	6.375	23.2007	-0.0037	0.0122	-0.0063
O	-3.0945	33.6887	13.1637	-0.0275	0.0015	-0.004
O	34.5948	-15.6933	25.9237	-0.017	-0.0001	-0.0037
O	4.5275	22.2522	21.9206	0.0126	0.002	-0.0096
O	-2.6512	9.7806	22.6653	0.0011	0.0005	-0.0055
O	15.4145	12.5276	21.1057	-0.0011	0.0053	-0.0081
O	19.6215	16.4195	13.3405	-0.008	-0.0141	0.0023
O	11.0171	-6.1384	18.8995	-0.0044	0.0037	-0.003
O	17.7296	21.5207	19.912	0.0037	0.0068	0.0023
O	12.4714	13.3823	16.7511	0.003	-0.0167	0.008
O	-9.4994	-14.5671	14.6164	0.0054	-0.004	-0.0025
O	41.2509	11.3559	15.8441	0.0032	-0.0017	0.0034
O	-0.0581	3.9233	22.1989	-0.0138	-0.0074	0.0019
O	-14.8494	8.7653	15.0045	0.0014	-0.0068	-0.0186
O	19.3516	-22.5263	25.2454	0.0033	0.0065	-0.005
O	3.547	2.8061	27.1043	-0.006	0.0117	-0.0121
O	-22.2114	-10.6078	26.7694	-0.0001	0.0154	0.0108
O	-1.3315	9.039	24.7951	0.0006	0.0137	0.0057
O	22.8026	-4.7857	22.2515	-0.0023	0.0003	-0.0021
O	3.471	4.8951	20.8777	0.0032	0.0011	0.0036
O	21.4578	-0.5416	12.3133	0.0006	-0.0042	-0.0186
O	-14.4114	-7.1044	26.7706	-0.017	-0.0004	-0.0352
O	-2.8156	38.0512	25.2275	0.0123	0.0026	0.0009
O	-13.5707	2.8246	20.6237	0.0033	0	0.0082
O	17.0414	16.5435	20.9272	0.0014	-0.0004	0.0022
O	2.0064	19.9078	18.2365	0.0031	0.0006	-0.0038
O	20.8446	30.7134	15.5585	0.0061	-0.0024	-0.0073
O	6.3747	-6.4282	11.0823	0.0198	0.011	0.0106
O	-4.5758	20.1761	24.9131	0.0068	-0.012	0.0172
O	24.8557	-3.663	14.7532	0.0109	-0.011	0.0277
O	27.4257	-2.8625	14.5649	-0.0135	-0.0078	0.0144
O	-0.4281	29.1038	18.5603	-0.0092	-0.0119	0.0056
O	-11.6606	-0.9404	21.218	0.0034	0.0073	0.0022
O	39.0248	-9.577	18.6147	0.0084	0.0132	0.0085
O	19.7027	1.5997	15.5991	0.0046	0.0158	-0.0137
O	20.1265	-24.8018	18.2236	0.0091	0.0023	0.0018
O	0.3488	-0.8875	23.7223	0.0048	0.0046	-0.0061
O	-14.1037	14.1251	27.085	-0.0037	-0.0117	0.0164
O	-7.4488	10.7421	25.5716	-0.0185	0.0025	-0.0087
O	-25.2396	-17.0438	27.2534	0.0057	0.003	-0.013
O	35.1923	18.181	19.2248	-0.0004	0.0046	-0.0022
O	-7.1655	13.2461	26.247	-0.0068	-0.0199	-0.0067
O	-15.7416	18.629	22.7957	0.0076	-0.0073	0.0059
O	-6.9656	4.9514	10.9725	0.0028	0.0097	-0.0007
O	-2.9543	15.4329	29.2679	0.0458	-0.0146	-0.0346
O	-2.3908	13.8047	24.4913	0.0028	-0.0048	0.007
O	17.6689	41.8823	26.9745	0.0161	0.0037	0.0083
O	2.9309	-4.6512	17.4432	0.0052	0.0083	-0.0104
O	-2.0638	2.728	11.2757	-0.0351	-0.0466	0.0019
O	5.9455	-7.9182	19.8132	0.0092	0.0071	-0.0078
O	-2.4233	-6.2081	23.3024	-0.0022	0	-0.0001
O	-5.1734	8.6327	13.1203	0.0155	0.0007	-0.0019
O	18.4129	-0.352	25.2248	0.0162	-0.0116	0.0091
O	9.0649	-4.877	17.6124	-0.0046	-0.0068	0.0092
O	17.7528	1.3357	17.3326	-0.0268	-0.007	-0.0038
O	-21.2235	-24.9597	29.0318	-0.0335	-0.0073	0.0207
O	10.2685	-24.165	25.56	0.0054	0.0035	0.0007
O	8.8821	-1.2119	14.7321	0.0078	-0.0077	-0.0085
O	3.9273	-9.6498	15.9821	0.0063	-0.0104	-0.0077
O	3.6409	-0.8879	23.7267	-0.0015	0.0036	0.0012
O	-9.6469	-0.5043	19.1799	0.0269	-0.0065	0.0063
O	1.917	6.8844	15.627	0.0105	0.0008	-0.0123
O	13.4182	-10.163	17.5147	0.0032	0.0014	-0.0102
O	13.2346	31.7544	13.6656	0.0101	0.0131	0.0562
O	-16.4141	-32.3981	22.4555	0.001	0.0129	-0.0168
O	13.7488	8.4304	22.8187	-0.0049	0.0003	-0.0039
O	-19.0887	17.1516	23.1932	0.0091	-0.0032	-0.0071
O	8.1449	-0.5224	17.1744	0.0052	0.0006	0.005
O	-2.441	-23.5804	23.1652	-0.0108	0.0119	-0.001
O	15.4054	19.7826	22.9907	-0.0041	-0.0015	-0.0085

Results
free energy: -213978.331 eV
free energy less fixed offsets of O -568.88, Si -635.61 eV per atom: 7.109 eV

The program warned: the cutoff lies below the one the program advises for these potential files; the forces do not sum to zero within the program's tolerance; the exchange-correlation potential is rough where the density is thin.
